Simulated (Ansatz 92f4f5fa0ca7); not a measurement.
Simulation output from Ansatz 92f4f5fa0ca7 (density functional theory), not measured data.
Periodic cell of 224 atoms, Si128O64H32, with a vacuum gap, from a study of silicon, its oxide and their interface. The atomic structure is a simulated model.

Settings: functional r2SCAN; potential files Ansatz PAW; basis plane waves; wave-function cutoff 800 eV; density cutoff ratio 5; exchange-correlation grid ratio 1; k mesh 1 x 1 x 1, shifted by 0.5 0.5 0 of a step; self-consistency stop 1e-11 eV per atom in the density residual; occupations fixed; spin none; net charge 0; applied field sawtooth along c, amplitude +0.015 V/angstrom in the program's sign convention, ramp centred at 0.9879 of c and 0.0243 of c wide, no dipole correction.

Cell vectors (angstrom)
a 10.888 0 0
b 0 10.888 0
c 0 0 41.1651

Atoms: element, x, y, z (angstrom)
Si -0.5246 0.2607 26.4846
Si 2.6601 2.1612 26.3124
Si 0.0295 6.083 25.9832
Si 2.907 7.9002 26.2092
Si 5.1888 0.2476 26.0499
Si 6.7516 1.3171 27.4514
Si 4.6648 5.2275 25.8619
Si 8.3954 8.0421 25.9959
Si 1.2236 1.1387 27.7392
Si 3.7809 3.888 27.5023
Si 1.3744 6.9304 27.6634
Si 4.1269 9.4966 27.3579
Si 8.577 1.7925 26.0351
Si 9.8333 4.2527 27.156
Si 6.8901 6.7175 27.218
Si 9.3333 9.4638 27.6432
Si -0.0163 2.7958 28.7932
Si 2.7751 -0.1466 28.8864
Si -0.0367 8.2319 28.9521
Si 2.6155 5.3806 28.8969
Si 5.4277 2.7483 28.7716
Si 7.9863 -0.038 28.9248
Si 5.4768 8.0611 28.6611
Si 8.3121 5.4469 28.6401
Si 1.2921 4.0616 30.2686
Si 4.1136 1.3334 30.1578
Si 1.3834 9.5053 30.2825
Si 4.0839 6.7753 30.1043
Si 6.8671 4.1236 30.0483
Si 9.4544 1.4011 30.1205
Si 6.7028 9.4253 30.2048
Si 9.5267 6.7698 30.1842
Si -0.0116 0.062 31.4866
Si 2.7302 2.6922 31.513
Si -0.0376 5.4377 31.6067
Si 2.74 8.1055 31.5636
Si 5.4051 -0.0435 31.5671
Si 8.1309 2.7428 31.5124
Si 5.493 5.4557 31.4433
Si 8.1572 8.14 31.5148
Si 1.3501 1.3698 32.8742
Si 4.12 4.0883 32.8033
Si 1.3704 6.7829 32.9355
Si 4.0509 9.5083 32.939
Si 6.797 1.3547 32.8839
Si 9.4864 4.0704 32.9316
Si 6.8059 6.799 32.8632
Si 9.5329 9.548 32.8224
Si 0.0198 2.7156 34.249
Si 2.6836 0.0232 34.2555
Si -0.0084 8.2115 34.2195
Si 2.785 5.4143 34.2246
Si 5.4343 2.7558 34.2155
Si 8.2027 0.0011 34.2181
Si 5.4758 8.1522 34.2406
Si 8.1348 5.4659 34.2581
Si 1.4281 4.0572 6.9156
Si 4.0593 1.4215 6.9133
Si 1.3319 9.5595 6.9513
Si 4.1469 6.7713 6.9372
Si 6.762 4.1276 6.9534
Si 9.5526 1.3545 6.9437
Si 6.8486 9.5246 6.9142
Si 9.5152 6.8501 6.9114
Si 0.0088 0.0287 8.3733
Si 2.7731 2.7709 8.3808
Si 0.0523 5.4679 8.1549
Si 2.7693 8.1748 8.1838
Si 5.4706 0.0551 8.1686
Si 8.1655 2.7623 8.2162
Si 5.4589 5.4626 8.4271
Si 8.1711 8.1747 8.3428
Si 1.3985 1.4136 9.7228
Si 4.1125 4.116 9.8588
Si 1.4444 6.7773 9.4895
Si 4.1199 9.5785 9.4757
Si 6.7929 1.4121 9.5408
Si 9.5574 4.1529 9.4858
Si 6.8315 6.8493 9.7961
Si 9.5298 9.5203 9.7144
Si -0.033 2.8522 10.9323
Si 2.8336 -0.014 10.9391
Si 0.1335 8.0891 10.8649
Si 2.6675 5.5606 11.1186
Si 5.5507 2.6766 11.134
Si 8.0922 0.0642 10.9376
Si 6.3211 10.1411 12.2709
Si 8.322 5.4427 11.0306
Si 1.2238 3.415 14.3658
Si 4.5341 0.8673 12.3267
Si 2.1991 10.2268 15.5536
Si 3.5848 7.4622 12.251
Si 7.5143 3.5441 12.1952
Si 9.1428 1.7675 12.1168
Si 5.3921 8.3384 11.0059
Si 10.1243 6.4178 12.2759
Si -0.8734 1.0613 14.2091
Si 5.8232 2.4433 16.3513
Si 0.8616 4.5693 12.3164
Si 5.2936 7.2338 14.9171
Si 3.5336 1.1838 14.5025
Si 12.6606 -1.7084 12.142
Si 6.2455 8.9904 20.6378
Si 11.3509 9.8536 14.0209
Si 19.1445 -10.4363 15.7942
Si -27.4296 13.9935 19.3719
Si -14.665 0.8868 20.5965
Si -11.8876 18.8206 14.1354
Si -20.2489 21.935 18.5798
Si -2.5625 -24.9306 19.0689
Si -6.2579 3.2934 23.3593
Si 2.1665 14.0589 19.1785
Si -18.4641 19.666 19.7867
Si -3.7802 4.796 15.0638
Si -7.8819 6.569 21.6368
Si -9.0704 -14.1349 24.1692
Si -21.0936 -28.3413 21.5639
Si 9.3004 32.5198 18.8195
Si 11.0916 -0.6489 23.5115
Si 12.1731 5.2385 16.9869
Si -15.9805 5.1665 21.1457
Si 8.886 -4.805 21.4937
Si 12.6125 -8.74 23.418
Si -4.1324 1.0854 23.7639
Si 19.3692 8.7066 22.9683
Si 25.076 18.5355 16.8758
Si -3.725 9.5805 14.4231
Si 9.378 -4.7061 16.6429
O -13.3347 -14.6682 17.5894
O -0.009 0.0567 19.0404
O -1.7713 6.719 20.0311
O 1.9701 -9.1919 18.5884
O -2.4509 -27.5979 15.9467
O 9.6466 -1.0157 22.7845
O -14.6382 0.7891 22.222
O 4.5739 -4.6492 21.2879
O -14.2879 14.7838 13.7955
O 16.2317 -8.3499 17.8768
O -9.93 3.4698 20.2113
O -5.0442 -6.2901 19.6166
O -4.9244 8.7015 15.1158
O -12.7967 -1.6868 19.1862
O 8.0181 8.7064 24.5354
O 8.1664 -9.5151 24.5047
O -6.9848 12.1273 25.7497
O 20.9663 -16.7937 21.6461
O -11.7099 -3.734 15.552
O -23.5718 -3.6442 22.6081
O -15.79 3.9758 15.8775
O -26.7477 -0.0698 24.5872
O -3.7371 -1.9959 22.0083
O -28.6928 -15.0924 25.8492
O 12.53 -11.1785 17.0391
O -19.3146 -11.6288 19.5696
O -8.8815 28.462 16.9641
O 11.7796 -15.4675 24.5681
O -15.5487 -5.3199 26.2034
O -6.2588 -1.9506 20.7363
O 6.4787 27.9705 14.5776
O 23.1246 26.3047 15.5356
O -1.2718 7.0151 25.6729
O 10.6122 -16.3202 17.4086
O 23.7152 16.2386 21.6185
O -2.5055 30.326 14.0471
O 18.1227 12.5708 16.1366
O 6.7832 18.7522 19.5872
O -3.5707 16.4665 21.5917
O 8.9942 3.3692 26.0425
O -4.4355 10.4437 19.9871
O 22.8234 -2.0303 23.4081
O 15.0673 28.9247 13.75
O 4.3851 4.4838 24.4351
O 0.023 -8.5279 14.7371
O -7.9187 -3.7171 23.1291
O 14.1757 2.4305 22.9785
O 16.7018 -8.5129 23.9377
O -0.0324 10.4992 25.0709
O 2.4462 29.4201 20.5512
O -8.3194 13.3867 14.287
O -2.3274 0.9052 19.8425
O -17.0716 1.616 15.5493
O -18.0727 8.2396 18.3168
O -16.5048 14.8346 22.0504
O -10.1301 14.1503 22.774
O 8.89 21.8275 17.257
O 3.6661 24.953 19.8009
O 15.4555 -4.0642 16.3004
O -9.1772 2.4636 25.0093
O 17.0498 13.0075 20.2477
O 46.6019 19.74 15.8109
O 23.8474 -17.4826 18.0245
O -20.6804 0.6632 23.0218
H -0.8002 1.892 35.1814
H 0.8613 3.5172 35.1814
H 1.8618 -0.7986 35.1879
H 3.4987 0.8517 35.1879
H -0.831 7.3906 35.1519
H 0.8111 9.0357 35.1519
H 1.9633 4.5924 35.1571
H 3.6083 6.2346 35.1571
H 6.2426 3.591 35.1479
H 4.6003 1.9465 35.1479
H 7.3841 -0.8238 35.1505
H 9.0234 0.824 35.1505
H 6.2977 8.9739 35.173
H 4.6699 7.3148 35.173
H 8.9555 6.2888 35.1906
H 7.3026 4.6546 35.1906
H 0.5866 3.2556 5.9832
H 2.2499 4.879 5.9832
H 3.2442 0.593 5.9809
H 4.8933 2.2308 5.9809
H 2.1537 10.3813 6.0188
H 0.5125 8.7354 6.0188
H 3.3236 5.951 6.0047
H 4.9528 7.6087 6.0047
H 5.9537 3.2925 6.0209
H 7.5942 4.9389 6.0209
H 10.3726 2.1781 6.0113
H 8.7319 0.5317 6.0113
H 6.0267 8.7029 5.9817
H 7.6672 10.3495 5.9817
H 10.3379 7.671 5.9789
H 8.6946 6.0272 5.9789

Results
free energy: -118873.972 eV
free energy less fixed offsets of H -15.71, O -570.45, Si -639.56 eV per atom: 1.228 eV

Forces (eV/angstrom), in the order of the atoms: element, x, y, z
Si 0.0037 -0.0033 0.0056
Si -0.0069 -0.0013 0.0152
Si -0.0087 0.0075 0.0089
Si 0.0087 0.0021 0.0082
Si -0.0089 0.0015 0.0122
Si -0.0012 0.0045 0.006
Si 0.004 -0.0055 0.014
Si -0.0033 0.0001 0.0128
Si 0.0041 0.0014 -0.0179
Si 0.001 0.0033 -0.0114
Si -0.0011 0.0005 0.0076
Si -0.0029 -0.0034 0.0014
Si 0.0056 -0.0004 0.0094
Si -0.0046 -0.0053 0.0079
Si 0.0036 0.0023 -0.0029
Si 0.0035 0.0094 -0.0123
Si 0.0208 -0.0117 -0.011
Si -0.0163 0.0167 -0.0107
Si -0.0134 0.011 -0.0189
Si 0.0092 -0.0141 -0.0119
Si -0.0098 0.0137 -0.0199
Si 0.0107 -0.0196 -0.0094
Si 0.0139 -0.0103 -0.0184
Si -0.0092 0.016 -0.016
Si -0.0201 0.0137 0.0018
Si 0.0117 -0.0233 0.0101
Si 0.0217 -0.0175 0.0039
Si -0.0216 0.0222 0.0055
Si 0.0137 -0.0214 0.0074
Si -0.0094 0.0196 0.0103
Si -0.0235 0.0194 0.0025
Si 0.0137 -0.0282 0.0044
Si 0.0025 0.0013 0.0307
Si -0.0045 0.0019 0.0162
Si 0.0107 -0.0017 0.0119
Si 0.0084 -0.0047 0.0224
Si 0.0014 0.0003 0.0147
Si -0.0081 0.0114 0.025
Si 0.0114 0.0019 0.0282
Si 0.0007 0.0105 0.0213
Si 0.0262 0.028 0.2129
Si -0.0224 -0.0185 0.2018
Si -0.0258 -0.0152 0.1359
Si 0.0128 0.0118 0.1462
Si -0.0193 -0.0196 0.1275
Si 0.0114 -0.0019 0.1508
Si -0.0185 -0.0229 0.2161
Si -0.0284 -0.0334 0.2009
Si -0.1793 0.1323 0.3436
Si 0.0648 -0.2316 0.3434
Si 0.1446 -0.1918 0.2645
Si -0.2099 0.0745 0.293
Si 0.0749 -0.2275 0.2394
Si -0.1873 0.0937 0.2466
Si -0.1989 0.0927 0.361
Si 0.0707 -0.1549 0.3831
Si -0.0666 0.17 -0.3492
Si 0.1986 -0.0244 -0.2908
Si 0.1827 -0.0497 -0.3037
Si -0.0344 0.1791 -0.274
Si 0.1757 -0.0031 -0.2208
Si -0.0636 0.1612 -0.2448
Si -0.0754 0.1079 -0.2943
Si 0.1115 -0.0994 -0.3165
Si 0.0291 0.025 -0.1894
Si 0.0227 0.0204 -0.2047
Si -0.0358 -0.0328 -0.1553
Si 0.0127 0.033 -0.1393
Si -0.0042 -0.0042 -0.1548
Si 0.0278 0.0049 -0.1376
Si 0.0246 0.0217 -0.1869
Si -0.0218 -0.0205 -0.2073
Si -0.0131 -0.0112 -0.0348
Si -0.0061 -0.0107 -0.0502
Si -0.0047 -0.0009 -0.0088
Si 0.0044 -0.0107 0.0003
Si -0.0113 -0.0015 -0.0015
Si 0.0105 0.0085 0.0062
Si 0.0028 0.0042 -0.0321
Si 0.0002 0.0055 -0.0325
Si -0.0395 0.0335 -0.0144
Si 0.0376 -0.0308 -0.0141
Si 0.0334 -0.028 -0.0109
Si -0.034 0.0302 -0.0172
Si 0.0305 -0.0366 -0.0027
Si -0.0293 0.0349 -0.0169
Si 0.001 -0.0163 0.0105
Si 0.0387 -0.0305 -0.0133
Si 0.0006 0.0033 0.0035
Si -0.0045 0.0124 0.0086
Si 0.0024 0.0015 0.0073
Si 0.0114 -0.0011 0.0024
Si -0.0063 0.0033 0.0234
Si 0.0128 -0.0048 0.0154
Si -0.0231 0.0384 -0.0087
Si -0.0209 0.0019 0.0015
Si -0.0036 0.0029 0.0049
Si -0.0041 0.0056 -0.0026
Si 0.0107 -0.0078 0.0053
Si 0.0003 0.0028 0.0012
Si 0.0087 0.0026 0.0052
Si -0.0107 0.0068 0.0036
Si 0.0014 -0.0006 0.0029
Si 0.0004 -0.0008 0.0024
Si -0.0022 -0.0005 -0.0035
Si 0.0039 0.0018 0.0132
Si -0.0016 0.0027 0.058
Si -0.0092 -0.0093 0.0071
Si -0.004 0.0035 -0.003
Si -0.0003 -0.0009 0.0079
Si -0.0014 -0.0001 0.0098
Si 0.0004 0.0037 0.0051
Si 0.0005 -0.0014 0.0005
Si 0.0067 -0.0186 0.003
Si 0.0014 -0.0018 0.0095
Si -0.0028 0.0016 0.0024
Si -0.0008 -0.0016 0.0131
Si -0.0014 -0.0007 0.0062
Si -0.0021 0.0052 0.0097
Si -0.0003 -0.002 0.0075
Si 0.0005 -0.0024 0.0003
Si 0.0014 0.0007 0.0067
Si 0.0005 0.0017 -0.0017
Si 0.0021 0.0025 0.0086
Si 0.0016 0.0024 0.0136
Si -0.0001 -0.0008 0.0072
Si -0.0034 -0.0007 0.0003
Si -0.0045 -0.0008 0.0009
O 0.0018 -0.0015 0.005
O 0.0005 -0.0001 0.0055
O -0.0006 0.0028 -0.0115
O 0.0017 0.0027 -0.0079
O -0.0129 -0.0027 -0.0102
O -0.0018 -0.0015 -0.0113
O -0.002 0.0012 0.018
O 0.0025 -0.0011 -0.0069
O -0.0045 0.0125 0.0151
O 0.0051 0.0007 -0.0069
O 0.0034 0.0001 -0.0107
O -0.0018 -0.0024 -0.0057
O 0.0006 -0.0013 -0.0037
O -0.0012 0.0003 -0.0128
O 0.0002 -0.0009 -0.0079
O -0.0053 -0.0006 -0.006
O 0.0099 -0.0054 -0.0073
O 0.0011 -0.0002 -0.0059
O -0.0006 0.0022 -0.006
O 0.0002 -0.0019 -0.0097
O 0.0087 -0.0078 -0.0051
O -0.0007 -0.0004 0.0034
O -0.0038 -0.0011 0.0011
O -0.0063 0.0036 -0.012
O -0.0011 0.0002 -0.0054
O -0.0033 0.001 -0.0066
O -0.0019 0.0004 -0.0032
O 0.0006 -0.005 0.0048
O -0.0069 -0.0038 -0.0018
O -0.0002 -0.0004 -0.0074
O -0.002 -0.0005 -0.0093
O -0.0017 0.0008 -0.005
O 0.0083 -0.0075 -0.0054
O -0.0004 0 0
O 0.0017 0.0004 0.0074
O 0.0022 -0.0011 -0.0039
O -0.003 0.0002 -0.0057
O 0.0003 0.0006 0.0037
O -0.0032 -0.0011 -0.0044
O -0.005 -0.0014 0.0142
O 0.0013 0.0008 -0.0117
O 0.0022 -0.0045 0.0042
O -0.0015 -0.0065 -0.0002
O 0.0014 0.0005 -0.0084
O 0.0007 0.0026 -0.0084
O 0.0015 0.0009 0.0029
O 0.0026 0 -0.015
O -0.0011 -0.0005 -0.0036
O 0.0033 -0.0017 -0.0087
O 0.0015 0.0008 0.0066
O -0.0015 0.0006 -0.01
O -0.0002 -0.0001 -0.0078
O 0.0008 0.0031 -0.0007
O -0.0011 -0.0019 -0.0106
O 0.0027 0.0005 -0.0057
O -0.0004 0.0011 0.0013
O -0.0002 0.0004 -0.0075
O -0.0029 -0.001 0.0055
O -0.0018 0.0003 -0.0016
O 0.001 -0.0018 -0.0215
O 0.0012 -0.0032 -0.0039
O -0.0028 0.0009 -0.0068
O -0.0019 0.0012 -0.0119
O 0.0007 -0.0006 0.0026
H 0.3606 0.2801 -0.2292
H -0.3275 -0.2236 -0.278
H 0.3165 0.3875 -0.2172
H -0.2542 -0.2519 -0.2908
H 0.2157 0.3041 -0.2912
H -0.368 -0.3044 -0.2795
H 0.3774 0.1921 -0.2691
H -0.2728 -0.3252 -0.287
H -0.2945 -0.3394 -0.2944
H 0.2379 0.295 -0.283
H 0.2889 0.2803 -0.2775
H -0.2834 -0.327 -0.2926
H -0.2486 -0.3089 -0.2815
H 0.3207 0.3148 -0.226
H -0.2644 -0.2514 -0.2783
H 0.3112 0.3618 -0.2217
H 0.4381 0.1047 0.2609
H -0.2438 -0.3953 0.2142
H 0.1268 0.3831 0.2852
H -0.4409 -0.2424 0.1993
H -0.3492 -0.2016 0.2541
H 0.236 0.405 0.2829
H 0.3974 0.1926 0.2909
H -0.1241 -0.4489 0.2528
H 0.1938 0.4347 0.2955
H -0.3945 -0.1448 0.2657
H -0.2265 -0.3372 0.2727
H 0.377 0.2446 0.2845
H 0.3142 0.255 0.2572
H -0.1979 -0.4424 0.2268
H -0.4533 -0.2088 0.2194
H 0.2327 0.3054 0.2559

The program warned: the cutoff lies below the one the program advises for these potential files; the forces do not sum to zero within the program's tolerance; empty levels may hold ghost states of the PAW files; the exchange-correlation potential is rough where the density is thin.
